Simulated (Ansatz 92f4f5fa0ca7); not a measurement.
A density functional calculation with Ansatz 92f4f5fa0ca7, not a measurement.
Periodic cell of 148 atoms, Si92O56, from a study of silicon, its oxide and their interface. The atomic structure is a simulated model.

Settings: functional r2SCAN; potential files Ansatz norm-conserving; basis plane waves; wave-function cutoff 1300 eV; density cutoff ratio 4; exchange-correlation grid ratio 1; k mesh 2 x 2 x 1, shifted by 0.5 0.5 0.5 of a step; self-consistency stop 5e-08 eV per atom in the density residual; occupations Fermi-Dirac, 0.05 eV; spin none; net charge 0.

Cell vectors (angstrom)
a	10.9176	-0.0709	0.0493
b	-0.0709	10.9694	0.0243
c	0.0931	0.0459	20.6373

Atoms and the computed forces on them: element, x, y, z (angstrom), force x, y, z (eV/angstrom)
Si	-0.0885	-0.0078	-0.2616	0.5767	-1.8996	-2.0211
Si	1.9362	2.7092	-0.7227	-0.3989	1.4312	-1.1959
Si	-0.397	6.2796	-0.1001	0.247	-1.0882	-0.5555
Si	3.1192	7.5675	-0.1197	3.2755	2.5856	-1.5815
Si	6.2058	0.4601	-0.2491	-2.5143	0.8345	0.0079
Si	7.8993	3.7223	-0.1582	-2.2689	0.2331	1.7089
Si	5.7819	5.7941	0.675	0.0565	-0.8837	-0.4027
Si	8.6453	7.7326	0.3173	-0.7463	-0.2452	1.1261
Si	1.2392	1.7096	1.2306	-0.5758	-1.0057	-0.4488
Si	4.1474	4.1068	0.8307	1.3399	0.9454	3.8919
Si	1.516	7.1794	1.3916	-0.9548	-1.713	-0.7112
Si	4.3841	10.0897	0.5535	-1.1377	-2.029	0.5468
Si	7.0545	1.6754	1.3961	1.487	1.3206	2.2229
Si	9.6632	4.3583	1.1298	0.1758	0.0463	1.1746
Si	7.099	7.1114	2.1189	0.453	-0.5944	-1.1574
Si	9.3733	9.7711	1.1983	0.4489	-1.1389	1.5539
Si	-0.2453	2.7796	2.6587	0.6652	0.4338	0.097
Si	3.0894	0.3328	2.0626	-0.5065	-0.0131	2.1521
Si	0.0938	8.4907	2.6777	-0.3094	0.5418	1.034
Si	2.729	5.3263	2.2774	0.0249	1.1603	1.4983
Si	5.5139	2.9582	2.7985	-0.5419	-1.8986	-1.9186
Si	8.4565	-0.0246	2.9214	-1.4326	0.9037	-0.7454
Si	5.3918	8.7724	2.341	0.625	-0.9142	1.4664
Si	8.4431	5.3335	2.8982	-0.6836	0.758	1.5284
Si	1.3602	4.1705	3.8173	0.6198	-0.5686	0.5586
Si	4.5549	1.2154	4.0098	-1.058	0.333	0.024
Si	1.6167	9.9087	4.1234	-0.4786	0.2435	-3.0628
Si	4.2637	6.9552	3.7508	-1.2224	0.9141	-1.9545
Si	6.7725	4.128	4.2524	0.9645	1.9677	-0.2471
Si	9.7345	1.2341	4.4153	-0.0647	0.6379	-1.3474
Si	6.7835	9.6527	4.0828	0.3117	-0.4602	0.6438
Si	9.8003	6.7751	4.3307	-1.5946	1.2899	-1.8384
Si	0.3675	0.0368	5.6221	-1.477	-0.5636	-0.1179
Si	3.1642	2.8614	5.1234	-2.4667	-1.2828	-0.4862
Si	0.2598	5.5602	5.4326	1.1485	-0.4152	0.5509
Si	3.1128	8.54	5.086	-0.7067	-1.5103	-0.0686
Si	5.8334	-0.1676	5.8412	-1.4892	-0.2297	-2.4097
Si	8.3588	2.8718	5.4203	-0.7456	-1.1741	0.4282
Si	5.2561	5.8578	5.4189	2.6387	-2.2452	0.5672
Si	8.1339	8.1685	5.62	1.1363	-0.2837	-1.3947
Si	1.614	1.5644	6.6873	1.1318	-0.0769	0.9614
Si	4.1058	4.1943	6.656	0.7637	0.7068	1.2568
Si	1.7082	7.1914	6.4274	-1.5373	-0.7928	1.3196
Si	4.2392	9.2531	6.8912	1.0598	1.8851	0.2316
Si	7.0237	1.4233	6.8138	0.3949	0.7298	1.0238
Si	9.7484	4.077	6.8105	-0.9238	1.1617	0.2612
Si	6.9966	6.5765	6.9124	-0.8092	-0.2915	-0.6937
Si	9.6078	9.437	6.9496	-0.0671	0.9777	0.4695
Si	0.0531	2.7965	8.0672	-0.4206	-2.494	-0.5595
Si	3.0295	-0.2039	8.1303	-1.3678	0.818	0.7935
Si	-0.1515	7.9485	8.3311	1.8927	2.1626	-1.9289
Si	2.9361	5.8807	7.9022	0.0284	-0.9881	0.7573
Si	5.3974	2.4717	8.16	-0.8577	0.0121	-0.5982
Si	8.0559	0.012	8.3784	-0.8407	-2.6935	-3.9541
Si	5.6262	7.9157	8.1324	-0.3164	1.131	1.8962
Si	7.962	5.0146	8.3774	0.954	0.3993	-1.1093
Si	1.5096	4.1835	8.9208	0.7192	1.3229	0.8966
Si	4.0314	1.1251	9.8845	-0.2735	0.9651	-1.9797
Si	1.4273	9.7205	9.752	-1.2806	-0.7969	-0.2191
Si	4.0807	7.2105	9.7996	-0.1362	-1.2783	-1.8235
Si	6.516	3.6881	9.6549	0.5145	1.8128	2.0629
Si	9.441	1.1692	9.3292	2.8088	3.4057	3.9869
Si	6.9118	9.4059	9.6009	-1.378	0.7201	0.2773
Si	9.1035	6.7659	9.4118	1.7401	-1.1703	0.5288
Si	-0.1233	0.1396	10.8931	-0.0765	-1.7274	1.3658
Si	2.9091	3.1984	10.5326	-0.9484	-0.4087	2.3948
Si	0.1077	5.4902	10.2133	-1.7475	-0.3325	1.0782
Si	2.1228	7.8168	11.0227	0.6392	-2.0095	1.6624
Si	5.6628	-0.0185	11.005	2.2164	-0.653	3.0132
Si	7.68	2.1185	11.1355	5.9317	3.1895	-2.3662
Si	4.9688	5.4428	10.9845	1.2019	0.2342	-1.6841
Si	8.6091	8.4947	10.8835	-0.4344	-0.0235	2.0002
Si	5.5242	-2.8742	16.5254	1.2221	-1.847	-0.8961
Si	-3.7332	6.4298	12.7203	1.5999	2.7884	-4.2694
Si	3.6503	12.0881	15.2614	3.4996	-0.4137	1.1954
Si	10.2259	0.1994	17.2296	-2.4154	4.2148	-0.7749
Si	6.4773	13.242	18.4195	0.1125	-1.1657	-1.8889
Si	13.3609	6.4828	13.795	1.916	-1.5392	3.8234
Si	-3.5221	1.0991	15.9487	5.0507	-1.8669	-0.3101
Si	1.6011	1.7743	13.3276	-1.6702	1.9226	-3.4618
Si	3.0002	6.1788	16.614	-3.0748	-0.7305	-1.349
Si	5.9245	-0.7431	14.1759	-2.008	-2.1118	2.444
Si	9.1692	4.1178	12.4756	2.0716	-0.1386	0.4937
Si	11.1561	15.334	14.7303	-1.7251	0.7108	-1.3471
Si	9.7298	8.612	16.9182	-0.4841	-2.0993	2.1525
Si	7.934	6.6686	15.6674	-2.6985	-4.8808	2.7233
Si	7.0316	9.1715	18.8451	2.0965	0.257	-4.4335
Si	1.3696	8.8118	18.5843	-0.9236	3.5421	2.0228
Si	6.6812	14.7979	15.9046	2.1312	4.7193	3.3482
Si	1.9977	0.7285	17.6351	3.1586	-0.3946	0.5474
Si	4.0134	4.1752	14.9055	2.8165	3.9469	-1.1496
Si	11.4288	4.6286	17.8766	3.6419	4.107	2.6179
O	-7.715	-7.0369	-0.437	-1.0516	-2.2332	-2.2542
O	-3.2277	2.713	-1.3636	1.8004	0.1186	-1.299
O	1.9973	1.1735	-1.3551	1.2238	-0.0215	-2.7363
O	4.3066	6.8006	-3.8068	1.2289	1.2013	1.85
O	0.0209	4.5278	-4.3216	-0.6988	-1.1753	-2.2932
O	-0.9948	-0.0493	-1.8739	1.5901	1.1385	1.7754
O	2.5128	7.8149	-1.7356	1.6843	-0.372	2.8721
O	4.7754	6.9523	0.1395	-3.6238	1.306	-2.0344
O	5.5375	8.9522	-2.7391	1.2717	0.6485	1.8066
O	5.4223	1.6124	-1.2385	-1.4861	-0.5607	2.3635
O	6.7478	4.9982	-0.4125	2.0624	-1.6217	-0.0253
O	8.2332	9.1651	-3.1803	-2.1589	-0.5598	3.0486
O	3.2373	12.0677	-3.8491	-3.0889	0.5307	3.7216
O	7.413	7.8898	-0.7898	-0.8417	2.1161	-2.075
O	10.4837	5.1819	-1.4653	-0.4367	1.181	-0.7446
O	-2.9281	5.1911	12.1653	-1.282	-0.1476	-0.1326
O	0.6484	2.8983	14.1312	2.8289	-0.6022	0.4482
O	7.2498	-0.0465	14.8067	-0.9569	-0.6613	-1.1213
O	3.5725	4.6366	11.0302	0.446	-1.2706	0.3876
O	-3.6041	6.7784	14.1657	0.8688	0.5575	3.9966
O	-2.0415	2.6349	12.2798	-3.1674	-1.1695	-1.6559
O	1.0897	6.3879	11.1265	2.4038	3.6346	0.438
O	2.9588	7.6509	12.705	-2.6882	0.3931	-3.0926
O	5.7326	-0.8941	12.546	-0.5585	0.9909	0.3904
O	6.5209	1.3592	11.7397	-3.6033	-3.8243	0.7792
O	12.216	3.4807	18.6849	0.323	-1.451	0.4101
O	14.9884	2.5682	14.7534	0.4808	-2.6859	-0.5176
O	8.9713	11.896	16.3332	-0.7308	0.7338	1.692
O	9.6977	9.5631	11.5008	1.0877	1.766	-1.0182
O	7.9138	7.8209	12.2198	-0.3792	-1.257	-1.011
O	0.0137	-2.7108	18.1179	-1.8014	-0.4896	-2.9543
O	0.6306	1.2434	17.0015	-0.1928	-0.0964	-0.0473
O	-5.348	8.8747	15.0239	0.8934	-1.4787	-0.1636
O	3.0659	4.5102	16.1376	0.234	1.6952	1.4396
O	4.6259	10.7464	15.255	-0.3123	4.328	-2.7164
O	2.4103	11.7981	14.4242	-5.2224	0.1006	-4.9243
O	16.7153	-4.8051	12.2304	-1.6531	-0.8979	-0.4394
O	11.4867	0.9565	12.2176	-0.117	-1.4391	0.7233
O	6.7432	7.1181	16.6345	0.8093	1.1287	0.0114
O	-0.6218	10.0272	16.2309	2.1191	-3.302	-1.7542
O	10.1755	15.4926	11.4246	1.4858	-0.0629	-1.6738
O	12.6487	5.9704	17.7258	-0.0692	-1.8881	-1.1132
O	7.1828	2.4371	15.3682	0.2517	0.3647	-2.8644
O	3.6614	-5.6607	13.7841	-0.8822	-0.8313	-1.0568
O	2.325	2.7442	12.0323	-0.0599	-1.4639	1.9735
O	2.7977	-3.8275	15.2544	-1.4726	-0.2391	-0.4157
O	0.9884	5.8687	14.0266	-0.6803	-2.3683	0.0229
O	0.8162	9.5608	20.0787	1.1388	0.7801	-1.0458
O	5.6849	4.6192	15.0206	-2.9238	-1.0208	-0.295
O	7.938	5.0141	16.2017	-0.422	-0.3797	-1.9807
O	2.0266	-0.9142	17.628	-0.5423	-0.2386	0.6508
O	9.7912	4.3539	13.8977	0.2986	1.2129	2.5378
O	6.5591	11.959	17.3815	-0.4873	0.0315	0.3041
O	6.3003	3.4549	17.4255	-1.4984	2.0827	-1.0043
O	9.3461	7.2139	16.0842	2.3303	2.4841	0.1817
O	7.1921	10.7869	19.3278	0.5045	-4.0612	0.7134

Results
free energy: -36795.735 eV
free energy less fixed offsets of O -463.61, Si -117.95 eV per atom: 17.825 eV
pressure: -2.04 GPa
stress xx, yy, zz, yz, xz, xy (GPa, positive in tension): 0.77, 2.29, 3.06, -1.64, 0.2, -0.19
